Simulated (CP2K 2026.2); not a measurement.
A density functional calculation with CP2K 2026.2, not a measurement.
Periodic cell of 534 atoms, Si358O176, from a study of silicon, its oxide and their interface. The atomic structure is a simulated model.
Doubt: the forces sum to 2.98 eV/angstrom along one axis rather than to zero, so they err by at least 0.0056 eV/angstrom per atom on average; the grid cutoff is modest.

Settings
functional: PBE
method: Gaussian and plane waves
basis set: DZVP-MOLOPT-SR-GTH
pseudopotentials: GTH-PBE
grid cutoff: 350 Ry, relative cutoff 50 Ry
k points: Gamma only
occupations: fixed
spin: none
net charge: 0

Cell vectors (angstrom)
a 16.4025 0 0
b 0 16.4025 0
c 0 0 35.5207

Atoms and the computed forces on them: element, x, y, z (angstrom), force x, y, z (eV/angstrom)
Si 16.084 0.502 34.608 0.131 -0.159 -0.096
Si 3.481 2.446 35.51 0.379 0.21 -0.122
Si 0.388 5.457 34.453 -0.498 -0.455 -0.373
Si 3.334 7.355 35.125 0.587 -0.077 -0.499
Si 16.315 10.584 0.091 -0.005 0.236 -0.037
Si 3.109 13.397 35.496 -0.294 0.368 -0.227
Si 4.951 0.549 0.242 -0.084 -0.041 -0.175
Si 7.77 2.99 35.342 -0.309 0.095 -0.056
Si 5.684 5.268 0.406 0.24 -0.104 -0.319
Si 8.185 7.887 35.217 -0.085 0.162 0.001
Si 4.927 11.718 35.452 0.503 -0.323 -0.223
Si 8.873 13.064 35.476 0.078 0.139 -0.048
Si 12.135 0.266 35.045 -0.014 0.602 0.54
Si 15.352 3.644 34.532 0.431 0.338 0.453
Si 10.621 5.767 35.166 -0.159 0.178 0.49
Si 13.271 8.757 0.184 0.004 0.123 -0.053
Si 11.3 11.147 0.447 0.558 0.407 -0.32
Si 14.214 15.453 34.538 -0.095 -0.462 -0.223
Si 1.147 1.292 1.485 0.093 0.296 0.114
Si 4.215 4.009 1.622 -0.126 -0.344 -0.233
Si 1.605 6.858 1.217 -0.07 0.08 0.558
Si 4.309 9.831 1.298 -0.117 0.071 0.087
Si 1.415 12.203 1.172 -0.259 -0.296 0.023
Si 4.039 15.069 1.37 0.203 0.127 0.187
Si 6.818 1.424 1.362 -0.008 0.059 -0.168
Si 9.579 4.103 1.046 -0.157 -0.089 0.091
Si 6.958 6.899 1.437 0.123 -0.072 -0.058
Si 9.721 9.807 1.559 -0.049 -0.278 0.076
Si 6.908 12.333 1.21 0.149 0.118 0.179
Si 9.804 14.943 1.147 0.013 -0.152 0.05
Si 12.775 1.724 1.384 0.068 -0.115 -0.119
Si 14.464 3.55 1.235 -0.252 -0.22 0.369
Si 12.139 6.91 1.147 0.089 0.1 0.098
Si 14.894 9.657 1.649 0.072 -0.097 -0.072
Si 12.71 12.69 1.635 -0.062 -0.11 -0.382
Si 14.429 14.541 1.237 -0.188 -0.54 0.669
Si 16.239 2.772 2.717 0.089 0.035 -0.02
Si 2.65 16.365 2.755 -0.013 -0.106 0.082
Si 0.093 8.207 2.646 0.057 -0.062 0.076
Si 2.753 5.454 2.747 0.049 0.114 0.186
Si 16.321 13.584 2.521 0.028 0.102 -0.206
Si 2.719 10.922 2.686 0.145 0.012 0.09
Si 5.56 2.666 2.924 -0.031 -0.115 0.111
Si 8.314 16.35 2.495 -0.065 0.057 0.071
Si 5.548 8.317 2.696 -0.019 -0.023 0.141
Si 8.309 5.431 2.682 0.147 0.03 -0.038
Si 5.584 13.759 2.658 -0.073 -0.056 0.002
Si 8.135 10.999 2.785 -0.144 -0.053 0.113
Si 10.956 2.771 2.54 -0.018 -0.016 -0.08
Si 13.669 16.34 2.721 0.031 0.133 -0.166
Si 10.93 8.177 2.762 -0.287 -0.067 -0.059
Si 13.573 5.454 2.476 0.068 0.005 -0.093
Si 10.976 13.726 2.817 0.023 0.119 0.211
Si 13.67 11.046 2.998 0.107 0.206 0.21
Si 1.293 4.117 4.071 -0.002 0.024 -0.16
Si 4.065 1.308 4.141 0.118 0.014 -0.075
Si 1.386 9.564 4.098 -0.013 0.068 -0.058
Si 4.162 6.864 4.055 -0.101 0.134 -0.112
Si 1.269 14.964 4.032 -0.105 0.065 -0.065
Si 4.137 12.34 4.011 0.099 -0.031 -0.112
Si 6.928 4.121 4.138 -0.013 0.035 -0.036
Si 9.595 1.373 3.942 0.099 0.009 -0.126
Si 6.854 9.592 4.172 0.04 0.023 -0.067
Si 9.582 6.813 4.13 0.095 -0.074 -0.095
Si 6.939 15.104 4.042 -0.102 -0.082 -0.129
Si 9.565 12.337 4.115 -0.089 0.109 0.008
Si 12.249 4.163 3.989 0.018 -0.079 -0.065
Si 15.041 1.306 4.113 -0.04 -0.156 0.006
Si 12.274 9.56 4.148 0.021 0.016 0.029
Si 15.041 6.789 3.924 0.103 -0.133 -0.169
Si 12.281 15.125 4.185 -0.075 -0.084 -0.086
Si 15.156 12.36 4.198 -0.225 -0.122 -0.055
Si 16.361 0.005 10.905 0.014 0.025 0.006
Si 2.715 2.749 10.87 -0.008 -0.015 -0.011
Si 16.378 5.466 10.917 0.03 0.023 0.002
Si 2.718 8.194 10.912 0.018 -0.003 -0.002
Si 16.371 10.926 10.939 -0.005 0.023 0.007
Si 2.707 13.659 10.917 0.033 0.023 -0.012
Si 5.477 0.012 10.9 0.035 -0.008 -0.01
Si 8.233 2.76 10.927 -0.044 -0.004 -0.003
Si 5.474 5.484 10.894 -0.044 0.005 -0.01
Si 8.227 8.197 10.91 0.017 -0.007 -0.003
Si 5.485 10.931 10.924 -0.005 -0.01 0.002
Si 8.239 13.669 10.921 -0.013 -0.022 -0.001
Si 10.963 0.012 10.942 -0.023 -0.028 0.011
Si 13.66 2.745 10.947 0.036 0.021 0.002
Si 10.96 5.493 10.955 0.005 -0.032 0.008
Si 13.656 8.206 10.949 -0.023 0.05 0.003
Si 10.947 10.937 10.929 -0.014 0.01 0.004
Si 13.667 13.67 10.914 -0.008 0.007 -0.007
Si 1.314 1.406 12.227 0.064 0.009 -0.032
Si 4.083 4.119 12.232 0.066 0.027 -0.028
Si 1.33 6.843 12.277 0.008 -0.039 0
Si 4.095 9.563 12.265 0.018 0.017 -0.004
Si 1.32 12.31 12.297 0.013 -0.004 0.009
Si 4.09 15.038 12.235 -0.05 -0.039 -0.01
Si 6.869 1.369 12.255 -0.033 -0.03 0.005
Si 9.612 4.111 12.315 -0.008 0.05 0.007
Si 6.859 6.829 12.273 -0.038 0.004 0.006
Si 9.598 9.544 12.294 -0.047 0.022 -0.017
Si 6.883 12.28 12.273 -0.03 0.031 0.016
Si 9.627 15.017 12.295 -0.025 0.055 -0.005
Si 12.318 1.371 12.335 -0.017 -0.018 0.007
Si 15.001 4.13 12.309 -0.019 -0.05 -0.005
Si 12.294 6.863 12.356 -0.004 -0.032 0.023
Si 14.999 9.579 12.331 0.033 -0.042 0.013
Si 12.315 12.305 12.298 0.027 0.017 -0.021
Si 14.996 15.051 12.302 0.032 -0.037 0.015
Si 16.35 2.736 13.643 0.069 0.013 0.004
Si 2.673 0.011 13.532 0.003 0.029 -0.005
Si 16.369 8.195 13.673 0.005 0.072 -0.016
Si 2.692 5.456 13.611 0.036 0.054 0.016
Si 16.328 13.668 13.674 0.019 0.023 0.012
Si 2.708 10.924 13.618 0.035 -0.002 -0.009
Si 5.481 2.758 13.561 -0.075 0.036 -0.015
Si 8.266 0.009 13.614 -0.005 -0.023 0.008
Si 5.476 8.199 13.617 -0.03 -0.017 0.01
Si 8.246 5.488 13.662 0.014 -0.043 0.042
Si 5.484 13.667 13.569 0.027 0.001 0.004
Si 8.249 10.907 13.655 0.019 -0.075 0.002
Si 10.984 2.758 13.71 -0.013 -0.023 0.002
Si 13.65 16.393 13.735 -0.015 0.058 0.01
Si 10.92 8.218 13.751 -0.029 0.039 0.038
Si 13.667 5.5 13.721 0.011 -0.011 -0.022
Si 11 13.673 13.698 -0.012 -0.057 0.002
Si 13.619 10.936 13.717 -0.043 0.074 -0.015
Si 1.286 4.128 14.988 -0.049 -0.12 0.046
Si 4.031 1.408 14.826 0.024 -0.034 -0.017
Si 1.347 9.567 15.005 -0.009 -0.069 -0.021
Si 4.09 6.813 14.937 -0.014 -0.016 -0.019
Si 1.298 15.108 14.94 0.141 0.007 -0.007
Si 4.104 12.306 14.919 -0.051 -0.054 0.061
Si 6.901 4.046 14.948 -0.017 0.037 -0.049
Si 9.644 1.332 15.037 -0.036 0.038 0.019
Si 6.841 9.553 15.002 0.057 0.149 0.012
Si 9.531 6.861 15.138 -0.068 -0.061 0.083
Si 6.871 15.029 14.901 -0.006 0.022 0.013
Si 9.675 12.231 15.01 -0.041 0.091 0.017
Si 12.32 4.144 15.116 -0.028 0.029 0.055
Si 15.016 1.391 15.076 0.012 0.001 0.057
Si 12.271 9.592 15.149 0.044 -0.053 0.042
Si 15.018 6.87 15.106 0.015 -0.004 0.087
Si 12.32 15.016 15.167 -0.009 0.001 0.123
Si 14.954 12.317 15.095 0.03 -0.045 0.057
Si 16.35 16.378 16.436 0.008 0.042 0.03
Si 2.614 2.654 16.238 -0.004 -0.012 0.082
Si 16.392 5.487 16.461 0.037 0.068 -0.049
Si 2.718 8.161 16.323 -0.028 0.034 -0.044
Si 16.359 10.918 16.372 -0.015 -0.001 0.01
Si 2.724 13.737 16.18 -0.201 0.048 -0.067
Si 5.468 0.095 16.096 -0.141 -0.098 0.027
Si 8.261 2.685 16.361 -0.013 0.037 0.114
Si 5.475 5.392 16.203 -0.057 -0.058 0.027
Si 8.09 8.223 16.518 -0.186 -0.232 0.068
Si 5.468 10.952 16.306 0.07 -0.166 -0.019
Si 8.263 13.623 16.216 -0.034 -0.083 0.084
Si 10.959 0.023 16.533 0.037 -0.063 0.084
Si 13.732 2.816 16.494 -0.038 -0.141 0.015
Si 10.934 5.498 16.511 -0.02 -0.013 0.131
Si 13.658 8.239 16.516 -0.067 0.05 0.076
Si 10.934 10.941 16.595 -0.066 0.021 0.089
Si 13.647 13.632 16.63 -0.021 0.027 0.01
Si 1.284 1.386 17.764 0.036 -0.063 0.016
Si 4.089 3.968 17.435 0.193 -0.143 0.084
Si 1.463 6.786 17.78 0.023 -0.115 0.025
Si 4.048 9.591 17.607 0.125 -0.118 0.027
Si 1.3 12.455 17.519 0.101 0.146 -0.077
Si 4.141 15.123 17.416 0.121 0.222 0.004
Si 6.83 1.269 17.598 -0.072 -0.081 0.198
Si 9.569 4.034 17.822 0.147 -0.058 -0.149
Si 6.601 6.723 17.765 0.104 0.11 -0.157
Si 9.432 9.612 17.934 -0.052 0.205 -0.061
Si 6.841 12.352 17.595 0.272 0.071 -0.236
Si 9.498 14.922 17.734 0.005 -0.06 0.01
Si 12.447 1.407 17.89 -0.028 0.013 -0.104
Si 15.043 4.217 17.943 -0.138 0.064 0.038
Si 12.248 6.94 17.953 -0.007 0.066 -0.056
Si 15.107 9.565 17.886 -0.127 -0.1 0
Si 12.302 12.264 18.123 0.119 -0.033 0.112
Si 15.1 15.016 17.959 0.107 -0.088 -0.018
Si 0.116 2.904 19.257 0.311 0.015 0.172
Si 2.785 16.335 18.898 -0.281 -0.317 0.095
Si 0.174 8.193 19.185 0.039 0.154 0.098
Si 3.068 5.426 18.921 -0.159 -0.173 0.092
Si 0.205 13.614 19.236 0.008 0.016 0.415
Si 2.857 11.248 18.65 -0.248 0.102 -0.023
Si 5.297 2.516 18.864 -0.025 0.234 -0.141
Si 7.591 15.787 18.833 -0.155 -0.109 -0.162
Si 4.331 8.875 19.871 -0.339 0.095 0.236
Si 8.106 5.447 18.982 -0.01 0.025 0.12
Si 5.782 14.092 18.706 -0.248 -0.014 0.095
Si 7.908 10.97 19.189 -0.147 -0.126 -0.015
Si 11.094 2.82 19.219 -0.058 0.177 0.173
Si 13.823 0.054 19.338 -0.085 0.122 0.098
Si 10.729 8.26 19.355 0.103 -0.242 0.074
Si 13.701 5.668 19.397 -0.101 0.045 0.231
Si 10.715 13.663 19.354 -0.221 -0.009 0.169
Si 13.937 10.909 19.504 -0.126 -0.047 -0.039
Si 2.042 3.917 20.473 -0.079 0.226 -0.334
Si 3.915 1.347 20.297 -0.142 0.198 -0.163
Si 1.617 9.858 20.077 0.174 0.264 0.385
Si 4.973 6.702 19.575 0.138 0.05 0.475
Si 2.049 14.646 20.354 -0.117 0.033 -0.304
Si 4.301 12.679 19.921 0.14 0.273 0.643
Si 6.732 4.699 20.683 -0.04 -0.12 -0.21
Si 10.233 1.362 20.826 0.083 0.1 0.002
Si 6.002 10.336 20.543 0.024 0.309 0.131
Si 9.354 6.724 20.462 -0.219 0.111 -0.174
Si 8.208 0.251 20.884 0.178 0.168 -0.163
Si 8.859 12.476 20.74 0.535 -0.011 -0.007
Si 11.872 4.688 20.652 0.215 -0.272 -0.019
Si 15.213 1.569 20.725 -0.076 -0.027 0.106
Si 13.016 9.494 21.209 0.193 0.082 -0.207
Si 15.123 7.113 20.786 0.066 -0.178 -0.236
Si 12.083 15.291 20.475 0.055 -0.07 0.242
Si 15.798 11.891 20.704 0.309 0.064 -0.02
Si 1.971 11.166 31.351 0.028 0.046 -0.158
Si 0.238 4.22 28.174 0.173 0.01 -0.177
Si 5.77 1.818 24.535 0.279 0.003 0.237
Si 15.313 13.664 23.253 0.324 0.014 0.176
Si 12.388 10.573 23.265 0.058 -0.172 0.193
Si 3.936 9.885 25.273 -0.01 0.003 -0.039
Si 4.115 5.566 27.131 0.016 0.105 -0.009
Si 5.109 0.623 27.22 0.043 -0.086 0.071
Si 7.541 4.107 23.674 -0.097 0.086 0.066
Si 6.531 9.7 23.53 -0.073 -0.068 0.299
Si 7.305 14.454 22.288 0.058 0.042 0.291
Si 0.525 5.253 22.763 -0.134 -0.014 -0.032
Si 7.676 3.532 28.112 -0.095 0.023 0.182
Si 0.477 16.024 22.507 0.089 0.078 0.244
Si 12.337 4.383 23.852 -0.185 -0.025 -0.019
Si 14.889 2.998 23.278 -0.11 -0.193 0.215
Si 8.261 7.121 23.479 0.005 0.02 0.117
Si 12.413 13.716 23.16 -0.072 0.24 0.121
Si 0.091 14.979 28.073 0.056 -0.114 -0.054
Si 7.642 1.166 26.371 0.249 -0.145 0.012
Si 3.67 7.444 29.335 0.029 0.103 0.035
Si 5.589 8.05 27.304 0.064 0.02 0.022
Si 2.017 9.816 28.678 -0.048 0.042 0.031
Si 5.477 0.478 21.867 0.115 -0.031 0.132
Si 6.36 13.337 30.664 -0.031 -0.047 -0.168
Si 9.438 5.918 27.931 0.035 -0.01 -0.034
Si 14.547 10.311 25.7 0.087 -0.112 0.218
Si 9.776 12.449 26.609 -0.027 0.087 0.16
Si 8.445 12.169 23.776 0.01 -0.142 0.193
Si 12.854 2.557 27.542 -0.077 -0.125 -0.186
Si 0.136 15.253 25.212 0.005 0.027 0.226
Si 10.412 8.807 24.867 -0.082 -0.008 0.201
Si 1.34 6.06 25.796 0.182 0.087 0.275
Si 9.379 7.063 30.929 -0.145 0.244 -0.163
Si 1.006 9.22 25.896 0.213 0.102 0.051
Si 14.211 0.847 25.248 -0.04 -0.007 0.036
Si 7.006 12.439 28.01 0.082 -0.03 0.058
Si 14.071 12.909 27.386 -0.018 0.093 0.142
Si 13.583 4.026 32.031 -0.089 0.111 -0.184
Si 9.863 1.563 28.122 -0.082 -0.019 0.043
Si 4.959 14.3 28.201 -0.014 0.099 0.087
Si 4.872 3.209 28.707 0.163 0.003 -0.049
Si 7.332 14.461 33.264 -0.127 -0.064 -0.183
Si 12.234 5.386 26.555 -0.14 0.103 0.013
Si 7.774 0.853 32.965 -0.335 -0.083 -0.034
Si 4.244 11.627 27.523 -0.04 -0.004 -0.119
Si 1.061 14.021 30.725 -0.077 -0.273 -0.1
Si 11.445 2.158 32.643 -0.183 -0.348 -0.031
Si 10.124 2.343 23.711 -0.006 -0.029 0.28
Si 10.775 9.079 29.333 -0.037 0.044 -0.09
Si 0.19 1.572 29.057 0.13 -0.267 -0.224
Si 11.668 14.707 27.191 0.061 0.074 0.068
Si 8.687 8.739 27.184 -0.036 -0.002 0.104
Si 2.834 4.086 32.983 0.442 -0.203 -0.243
Si 5.129 16.247 33.573 0.252 0.271 0.39
Si 15.683 8.278 33.853 -0.172 0.463 0.02
Si 4.065 6.745 32.322 0.124 -0.023 -0.056
Si 2.204 15.468 33.181 0.302 -0.223 -0.25
Si 5.03 10.89 32.303 -0.061 -0.001 -0.323
Si 10.022 0.305 30.81 -0.093 -0.265 -0.103
Si 14.466 13.555 31.867 0.153 -0.133 -0.457
Si 6.768 8.226 32.365 -0.165 -0.009 -0.088
Si 10.947 5.109 32.894 0.077 -0.02 -0.242
Si 11.707 11.778 28.844 -0.033 0.03 -0.027
Si 11.498 16.192 24.637 0.091 0.178 0.134
Si 2.26 3.184 30.167 0.065 -0.072 -0.171
Si 12.692 8.169 26.969 0.02 0.142 0.029
Si 14.543 3.452 29.946 0.056 -0.029 -0.086
Si 15.646 10.936 32.823 0.028 0.094 -0.137
Si 11.783 14.36 30.178 -0.133 0.111 -0.114
O 1.05 16.384 33.861 -0.377 0.302 -0.25
O 15.792 2.077 34.216 -0.013 0.002 -0.511
O 3.585 2.988 33.936 0.11 0.027 -0.144
O 16.397 0.358 0.713 0.156 -0.258 -0.038
O 16.294 6.794 33.564 0.464 -0.103 0.007
O 1.842 4.958 33.918 0.033 0.311 0.318
O 3.167 7.481 33.479 -0.355 0.273 0.127
O 3.504 7.349 30.924 -0.125 0.012 -0.082
O 13.181 14.026 30.957 0.047 -0.082 0.3
O 0.332 9.107 34.86 0.139 0.007 0.145
O 3.818 8.852 0.047 -0.056 -0.002 0.047
O 2.481 14.123 34.087 0.109 -0.666 0.423
O 1.88 2.096 0.206 -0.097 -0.113 0.303
O 5.321 14.317 29.821 -0.19 0.177 0.127
O 8.624 0.685 31.576 0.064 0.133 0.159
O 8.106 2.141 33.913 0.304 0.103 0.317
O 4.585 6.24 35.15 -0.359 0.219 -0.048
O 6.644 4.214 34.972 0.199 -0.116 0.608
O 8.9 9.273 0.191 0.039 0.196 0.12
O 7.38 8.356 33.868 -0.144 0.096 0.114
O 5.99 9.608 31.914 -0.003 0.005 -0.178
O 5.18 11.141 33.9 0.016 0.045 0.45
O 10.182 12.066 35.081 -0.553 -0.112 0.127
O 8.1 13.259 34.018 0.19 -0.223 -0.252
O 10.967 15.748 0.244 -0.111 -0.318 0.153
O 14.31 14.31 33.303 0.004 0.317 0.415
O 0.455 5.875 0.511 -0.175 0.271 0.207
O 8.818 3.208 24.193 0.012 -0.05 -0.103
O 9.336 6.79 34.853 0.109 -0.078 -0.201
O 14.529 4.377 33.304 -0.185 -0.326 -0.298
O 9.856 6.017 32.074 -0.082 -0.242 0.2
O 13.3 12.111 28.61 0.195 0.113 -0.111
O 12.272 10.015 35.129 0.045 -0.306 0.501
O 9.325 9.327 28.574 -0.196 -0.203 0.265
O 9.19 0.964 26.752 0.042 -0.097 -0.16
O 15.475 11.374 34.401 -0.125 -0.117 0.067
O 1.787 4.934 21.769 0.132 0.214 -0.166
O 7.207 2.695 26.798 -0.156 0.087 -0.035
O 5.829 3.484 20.103 -0.057 0.299 0.001
O 2.927 2.59 20.933 0.003 -0.399 0.184
O 0.634 10.793 21.066 -0.461 -0.02 -0.572
O 13.845 13.726 23.923 -0.045 0.113 0.011
O 5.741 6.018 20.932 -0.215 -0.156 -0.155
O 2.925 9.133 20.853 0.24 -0.159 -0.358
O 5.83 11.311 27.827 -0.07 -0.133 -0.185
O 3.218 13.555 20.837 -0.053 0.203 -0.431
O 7.538 13.549 23.634 -0.275 0.288 -0.152
O 5.178 11.739 20.986 0.232 -0.329 -0.501
O 7.425 4.155 22.049 0.221 0.062 -0.135
O 3.854 3.427 29.942 -0.165 -0.092 -0.074
O 10.106 2.402 22.098 -0.236 -0.025 0.002
O 8.945 2.756 28.787 0.248 -0.196 -0.114
O 7.537 13.474 20.972 -0.266 0.228 -0.168
O 6.658 9.752 21.922 0.268 -0.264 0.017
O 10.474 5.551 20.705 0.437 -0.171 -0.058
O 8.51 7.095 21.853 0.29 -0.157 -0.381
O 8.506 15.567 22.122 0.019 -0.163 -0.07
O 6.906 1.163 21.363 0.013 0.114 0.307
O 4.955 9.815 23.997 0.037 0.141 -0.412
O 9.184 11.939 22.31 0.067 0.191 -0.38
O 12.167 4.712 22.28 -0.076 -0.165 -0.073
O 11.45 3.083 24.278 0.077 -0.105 -0.124
O 0.033 0.946 21.681 -0.089 -0.08 -0.284
O 1.78 15.364 21.815 0.088 0.222 0.21
O 14.119 8.244 21.483 -0.563 0.345 0.076
O 11.553 8.954 20.64 -0.002 0.255 -0.101
O 15.177 1.826 24.375 0.15 0.011 -0.128
O 15.918 6.347 22.044 -0.177 -0.204 -0.258
O 12.67 14.306 21.667 -0.078 -0.099 -0.143
O 11.332 0.17 21.244 -0.026 -0.007 -0.623
O 13.578 10.426 24.397 0.001 0.006 0.079
O 15.434 12.387 22.259 0.076 -0.089 0.057
O 3.943 11.384 25.935 -0.202 -0.194 -0.058
O 11.362 14.707 23.951 -0.018 -0.413 0.043
O 4.796 1.406 25.806 -0.115 -0.031 -0.005
O 16.112 0.084 28.61 0.04 0.278 -0.072
O 2.378 8.244 28.771 0.099 -0.132 -0.065
O 13.218 6.622 26.989 0.19 -0.05 0.065
O 5.448 6.484 26.798 0.192 -0.045 0.208
O 1.066 9.977 27.363 -0.094 0.201 -0.058
O 0.933 7.606 26.097 0.043 -0.132 0.276
O 2.946 5.787 26.012 -0.002 0.201 -0.072
O 3.594 5.997 28.616 -0.151 -0.303 -0.129
O 1.143 14.383 29.146 0.058 -0.127 -0.004
O 5.004 1.205 23.254 -0.014 -0.157 -0.208
O 3.846 13.153 27.9 -0.079 0.066 -0.273
O 11.944 5.541 24.936 0.205 0.11 0.111
O 6.149 0.778 32.645 0.048 -0.083 0.083
O 6.166 3.406 24.281 -0.166 0.028 -0.15
O 8.191 4.956 27.574 0.02 0.049 -0.076
O 7.141 8.231 23.94 -0.019 -0.035 0.156
O 7.778 5.676 24.107 -0.021 0.021 -0.054
O 7.423 10.933 24.144 0.248 0.076 0.23
O 8.345 12.015 27.242 0.083 0.012 0.036
O 11.556 16.024 26.265 -0.216 0.169 0.072
O 9.216 7.22 27.011 0.176 -0.009 -0.291
O 6.363 13.843 27.451 -0.014 -0.002 -0.14
O 6.698 0.186 27.266 -0.139 -0.099 -0.098
O 15.617 2.214 30.223 0.058 0.171 0.123
O 15.587 15.026 22.38 -0.259 0.056 -0.245
O 13.912 4.054 24.02 0.135 0.065 0.031
O 4.319 15.647 27.557 0.006 -0.039 -0.159
O 10.981 9.882 23.794 0.052 0.311 -0.153
O 13.004 3.987 26.794 0.037 0.112 0.086
O 11.49 10.465 29.762 -0.005 -0.017 -0.017
O 16.026 9.773 25.221 -0.033 -0.107 -0.162
O 14.278 2.394 21.863 -0.175 -0.071 -0.559
O 13.902 9.247 26.788 0.156 -0.081 0.254
O 2.354 9.531 24.978 -0.008 0.025 -0.127
O 0.893 15.095 26.643 -0.019 0.174 -0.153
O 1.717 1.697 29.676 -0.093 0.151 -0.236
O 4.469 3.989 27.313 -0.128 -0.002 -0.056
O 0.1 2.615 27.764 -0.122 0.07 0.141
O 15.393 9.322 32.592 -0.266 -0.348 0.037
O 7.064 8.711 27.181 0.234 0.117 -0.135
O 4.505 8.861 26.405 0.016 0.066 -0.167
O 3.379 10.672 28.495 0.203 0.052 0.217
O 5.094 8.138 28.873 0.104 -0.233 -0.07
O 7.333 14.199 31.649 0.302 -0.017 0.058
O 7.208 1.01 24.804 -0.226 0.134 -0.135
O 10.534 3.498 32.89 -0.176 -0.028 -0.107
O 11.063 1.473 31.222 0.2 0.184 0.127
O 9.295 6.242 29.518 0.144 -0.111 0.063
O 4.778 1.616 28.443 0.034 0.047 -0.182
O 9.561 12.323 24.986 0.109 -0.214 -0.359
O 9.702 7.557 24.113 0.132 -0.139 -0.036
O 5.873 15.268 22.192 -0.033 0.152 -0.035
O 15.215 13.95 27.935 -0.128 -0.167 0.129
O 8.089 15.84 33.75 0.483 -0.187 0.084
O 10.205 13.979 27.01 -0.078 0.11 -0.14
O 12.946 0.466 24.275 0.028 -0.014 -0.308
O 14.598 11.909 32.017 -0.088 -0.118 0.12
O 16.247 3.784 22.918 0.005 -0.236 -0.124
O 13.374 2.721 29.066 -0.105 0.082 0.127
O 0.872 16.209 24.099 -0.128 0.206 -0.327
O 11.696 8.297 25.703 0.038 -0.171 -0.268
O 0.501 5.122 26.854 -0.04 -0.013 -0.147
O 1.375 10.281 30.1 -0.203 -0.258 0.051
O 0.982 5.757 24.239 -0.016 -0.124 -0.234
O 11.838 8.337 28.345 0.102 -0.016 -0.001
O 16.357 13.755 24.532 -0.238 -0.037 -0.393
O 11.982 12.153 23.048 -0.279 -0.065 -0.037
O 15.082 15.917 25.59 -0.029 -0.22 -0.116
O 15.272 4.62 29.012 0.078 -0.051 0.338
O 1.717 15.153 31.666 -0.005 0.171 0.274
O 3.614 16.281 32.979 -0.258 0.097 -0.174
O 10.507 8.233 30.698 0.103 -0.174 0.244
O 14.188 8.069 34.51 0.023 -0.156 -0.057
O 2.006 3.368 31.769 -0.161 -0.113 0.218
O 3.906 5.125 32.335 0.323 -0.069 -0.061
O 0.843 11.139 32.523 0.07 -0.108 -0.047
O 7.351 12.59 29.598 0.013 -0.158 -0.141
O 5.539 12.212 31.497 0.056 0.112 0.338
O 11.042 12.968 29.75 -0.326 0.119 -0.012
O 6.399 3.666 29.128 0.104 0.159 -0.034
O 5.735 14.687 33.633 -0.175 0.003 0.338
O 10.747 15.251 31.1 0.092 0.052 -0.05
O 7.962 7.785 31.326 -0.073 -0.187 0.166
O 5.665 7.032 32.38 -0.085 -0.283 0.267
O 9.816 0.353 29.199 0.153 -0.236 0.243
O 13.006 2.555 32.503 -0.142 0.08 -0.114
O 3.447 10.667 31.861 -0.087 0.016 0.291
O 12.886 13.76 26.635 0.16 -0.157 -0.056
O 10.884 5.314 27.492 0.01 -0.137 0.13
O 15.873 13.931 31.11 -0.009 0.038 -0.143
O 11.304 1.072 33.852 -0.233 0.063 -0.239
O 11.305 2.116 27.696 -0.122 0.211 0.048
O 10.274 0.785 24.21 -0.25 -0.133 0.069
O 9.311 9.511 25.882 0.107 -0.054 -0.192
O 12.386 5.174 32.056 0.064 -0.011 -0.006
O 13.714 1.489 26.662 0.071 -0.04 0.097
O 1.46 4.306 29.268 -0.001 0.003 0.193
O 12.066 15.12 28.735 -0.185 0.085 0.099
O 10.954 11.562 27.374 -0.035 -0.26 -0.276
O 14.717 11.78 26.409 -0.083 0.028 -0.323
O 2.02 12.717 30.878 0.228 0.195 0.225
Si 0.001 16.362 5.481 -0.006 0.03 -0.067
Si 2.694 2.734 5.43 -0.019 0.009 0.021
Si 16.35 5.488 5.422 0.021 -0.037 0.045
Si 2.767 8.201 5.441 0.008 -0.006 0.022
Si 0.056 10.924 5.509 0.078 0.009 0.007
Si 2.727 13.66 5.411 0.014 -0.025 -0.141
Si 5.503 16.39 5.459 -0.037 -0.038 -0.013
Si 8.278 2.706 5.432 -0.034 0.048 -0.055
Si 5.509 5.492 5.448 0.048 0.033 -0.029
Si 8.223 8.196 5.485 -0.071 -0.027 -0.018
Si 5.451 10.977 5.464 -0.001 0.019 -0.041
Si 8.219 13.72 5.475 0.062 -0.024 -0.034
Si 10.904 0.098 5.472 0.042 -0.086 -0.007
Si 13.626 2.753 5.381 -0.024 -0.054 -0.114
Si 10.957 5.467 5.476 -0.002 0.048 -0.017
Si 13.713 8.159 5.395 -0.03 0.098 -0.036
Si 10.919 10.947 5.484 -0.103 -0.074 0.003
Si 13.695 13.713 5.482 0.029 0.114 -0.016
Si 1.36 1.362 6.82 0.029 -0.045 -0.009
Si 4.098 4.11 6.781 -0.027 0.037 -0.038
Si 1.353 6.844 6.789 0.008 0.023 -0.06
Si 4.103 9.584 6.829 -0.004 0.005 -0.045
Si 1.41 12.305 6.846 0.026 -0.055 -0.013
Si 4.104 15.024 6.803 0.045 -0.022 -0.034
Si 6.871 1.373 6.811 -0.058 0.03 -0.035
Si 9.602 4.085 6.829 0.034 -0.038 -0.003
Si 6.851 6.843 6.843 -0.03 0 0.031
Si 9.572 9.571 6.847 0.026 0.036 0.022
Si 6.837 12.335 6.826 -0.026 -0.02 -0.041
Si 9.581 15.083 6.838 -0.044 0.006 -0.034
Si 12.296 1.428 6.825 -0.052 0.027 -0.033
Si 14.997 4.102 6.783 0.075 -0.01 -0.033
Si 12.337 6.839 6.81 0.004 -0.078 -0.009
Si 15.043 9.545 6.809 0.006 0.02 -0.064
Si 12.318 12.319 6.817 0.023 -0.021 -0.01
Si 15.035 15.05 6.872 -0.056 0.036 0.025
Si 16.375 2.741 8.159 -0.015 -0.032 -0.023
Si 2.738 16.399 8.178 0.037 0.061 -0.014
Si 16.402 8.198 8.189 0.017 0.017 0.016
Si 2.724 5.476 8.154 -0.01 -0.019 -0.017
Si 0.011 13.663 8.197 -0.01 0.013 -0.003
Si 2.744 10.93 8.217 0.033 0.026 0.027
Si 5.48 2.749 8.157 0.026 -0.009 -0.003
Si 8.213 0.019 8.213 -0.002 -0.026 0.017
Si 5.474 8.216 8.189 0.005 0.005 -0.008
Si 8.226 5.461 8.182 -0.043 -0.01 0.001
Si 5.464 13.676 8.201 -0.042 -0.044 0.007
Si 8.201 10.95 8.19 -0.007 -0.01 -0.006
Si 10.953 2.758 8.225 0.009 0.025 0.03
Si 13.652 0.036 8.187 0.042 -0.023 -0.008
Si 10.96 8.2 8.185 0.014 0.052 -0.002
Si 13.671 5.467 8.192 -0.008 0.013 0.005
Si 10.951 13.689 8.184 0.009 0.027 -0.011
Si 13.675 10.925 8.173 -0.052 -0.014 0.009
Si 1.341 4.118 9.518 0.047 0.005 -0.006
Si 4.11 1.378 9.526 0 -0.02 -0.008
Si 1.35 9.571 9.565 0.001 0.005 0.008
Si 4.092 6.842 9.533 0.009 0.03 -0.015
Si 1.357 15.045 9.556 0.012 -0.036 -0.007
Si 4.106 12.3 9.573 0.023 -0.028 -0.009
Si 6.849 4.106 9.545 -0.011 0.009 0
Si 9.592 1.379 9.577 -0.015 -0.003 0.002
Si 6.848 9.57 9.556 -0.038 0.021 0.009
Si 9.597 6.827 9.551 -0.011 -0.02 -0.003
Si 6.85 15.036 9.561 -0.038 0.043 -0.01
Si 9.59 12.306 9.546 -0.021 -0.014 -0.007
Si 12.311 4.124 9.585 -0.021 -0.014 0.006
Si 15.013 1.393 9.552 -0.019 0.007 0.004
Si 12.311 9.572 9.559 0.011 0.004 0.016
Si 15.023 6.843 9.561 0.013 -0.048 0.011
Si 12.31 15.055 9.555 -0.005 0.003 -0.001
Si 15.034 12.295 9.55 0.048 0.002 0.001

Results
total energy: -115451.523 eV
total energy less fixed offsets of O -438.35, Si -107.03 eV per atom: 14.817 eV
